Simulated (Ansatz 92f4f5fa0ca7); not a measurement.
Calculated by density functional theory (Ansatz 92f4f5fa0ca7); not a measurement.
Periodic cell of 184 atoms, Si120O64, from a study of silicon, its oxide and their interface. The atomic structure is a simulated model.

Settings: functional r2SCAN; potential files Ansatz norm-conserving; basis plane waves; wave-function cutoff 1300 eV; density cutoff ratio 4; exchange-correlation grid ratio 1; k mesh 2 x 2 x 1, shifted by 0.5 0.5 0.5 of a step; self-consistency stop 5e-08 eV per atom in the density residual; occupations Fermi-Dirac, 0.05 eV; spin none; net charge 0.

Cell vectors (angstrom)
a  10.888  0  0
b  0  10.888  0
c  0  0  26.5662

Atoms and the computed forces on them: element, x, y, z (angstrom), force x, y, z (eV/angstrom)
Si  0.279  -0.0604  0.0247  -0.0569  0.0089  0.0895
Si  2.3941  3.2125  -0.0837  0.0088  0.0142  0.104
Si  0.036  5.3283  -0.0793  0.0397  -0.0028  0.0971
Si  2.4907  8.5168  0.2804  -0.0193  -0.0278  0.095
Si  5.5412  -0.3198  0.1413  0  0.0016  0.0742
Si  7.872  3.0234  0.0687  -0.0164  -0.0052  0.0966
Si  5.7965  5.4366  -0.1199  -0.0251  -0.0244  0.117
Si  7.8881  8.5095  0.269  0.0088  0.0489  0.087
Si  1.4039  1.5333  1.3113  0.014  0.0159  -0.0174
Si  4.0642  4.312  1.1628  -0.0131  -0.0085  -0.0179
Si  1.2549  6.8357  1.2991  0.0266  -0.0136  -0.0228
Si  4.0448  9.5839  1.6396  0.007  -0.0139  0.0017
Si  6.6608  1.4302  1.2841  0.016  0.0035  -0.0051
Si  9.4647  4.1573  1.3598  0.01  -0.0108  -0.0123
Si  6.7663  6.8822  1.4794  0.0055  -0.0079  -0.0139
Si  9.5054  9.7521  1.3561  -0.0106  -0.0087  -0.0063
Si  -0.0449  2.7801  2.6964  0.0137  -0.0008  0.0212
Si  2.696  0.1814  2.7962  -0.0065  0.0039  0.0153
Si  -0.0568  8.2646  2.6725  0.0004  0.0053  0.0068
Si  2.6873  5.5347  2.6539  -0.0126  0.0046  0.0262
Si  5.3333  2.8424  2.6138  0.0008  0.0001  0.0183
Si  8.0867  0.1418  2.7064  -0.0014  -0.0183  0.004
Si  5.3858  8.1559  2.8794  -0.0035  -0.0022  0.023
Si  8.1635  5.5142  2.7703  0.0026  0.0218  0.0185
Si  1.355  4.136  4.0303  0.0146  -0.0105  0.0094
Si  4.0859  1.4937  4.1122  -0.0255  0.0034  0.0173
Si  1.3279  9.5968  4.0579  0.0233  0.0015  -0.0021
Si  3.9974  6.8015  4.1498  0.0118  -0.0082  0.006
Si  6.764  4.1072  4.0427  -0.0096  0.0167  0.0103
Si  9.4861  1.4247  4.0825  0.0093  0.0038  -0.0118
Si  6.8078  9.5831  4.0923  -0.0132  0.0022  0.0055
Si  9.5336  6.8858  4.0949  0.0167  -0.0167  -0.0088
Si  -0.0457  0.0254  5.4298  0.0052  -0.0003  -0.0033
Si  2.6909  2.7943  5.4486  -0.0159  0.0088  0.0061
Si  0.0106  5.4847  5.4283  0.0149  -0.0045  -0.0026
Si  2.6724  8.219  5.4578  -0.0088  0.0184  0.008
Si  5.4434  0.0585  5.4418  0.004  -0.0038  0.0075
Si  8.1328  2.7609  5.4446  0.0088  -0.0028  0.0045
Si  5.4036  5.4315  5.4434  -0.0099  0.0171  0.0042
Si  8.158  8.2109  5.4523  -0.0197  0.0175  0.0027
Si  1.3486  1.3784  6.7694  0.0137  0.0061  -0.0009
Si  4.0777  4.0792  6.835  -0.004  -0.0133  -0.0065
Si  1.3541  6.8225  6.8285  -0.0047  0.001  -0.0027
Si  4.0921  9.5446  6.7962  -0.0034  0.0021  0.0101
Si  6.8237  1.365  6.8322  -0.0046  -0.0067  -0.0051
Si  9.5419  4.0912  6.7901  0.0035  0.0201  0.0067
Si  6.7893  6.8062  6.7665  0.0012  -0.0191  -0.0028
Si  9.5272  9.5353  6.8185  0.0228  0.005  -0.0031
Si  0.016  2.7056  8.1746  -0.0039  -0.0152  -0.0066
Si  2.7135  0.0149  8.1278  -0.0342  -0.0026  -0.0006
Si  -0.0355  8.1455  8.1865  0.0036  0.0152  0.0014
Si  2.738  5.4504  8.1784  0.0205  0.0114  0
Si  5.4393  2.6986  8.1854  -0.0259  0.0112  0.0028
Si  8.1928  -0.0112  8.1968  -0.012  -0.0091  -0.0015
Si  5.4653  8.1554  8.1609  -0.0022  0.0057  0.0048
Si  8.1414  5.4259  8.1205  -0.0039  0.0169  0.0017
Si  1.4058  4.0568  9.5314  -0.0238  -0.0088  -0.0142
Si  4.096  1.3055  9.5295  0.0362  -0.0272  -0.0065
Si  1.3608  9.5305  9.4769  0.0057  0.0009  -0.0036
Si  4.1472  6.7555  9.5364  -0.0153  0.0085  0.0042
Si  6.8275  4.0527  9.5198  0.0133  -0.0157  -0.0008
Si  9.573  1.3205  9.567  0.0358  -0.0112  -0.0174
Si  6.8632  9.4678  9.5459  0.0076  0.0073  -0.0047
Si  9.4671  6.7498  9.5153  0.0129  0.0018  -0.0038
Si  0.0348  -0.0795  10.9408  -0.0016  0.0036  -0.0038
Si  2.7933  2.6919  10.9007  -0.0073  0.0024  0
Si  -0.0542  5.3692  10.8263  0.0088  -0.0081  -0.0044
Si  2.7448  8.1592  10.7693  0.0072  0.0184  0.0298
Si  5.4894  -0.0702  10.8689  -0.0251  -0.0013  -0.0195
Si  8.1804  2.6807  10.8813  0.0142  -0.0079  0.0159
Si  5.5205  5.3861  10.9448  -0.0018  0.0181  -0.0038
Si  8.164  8.0657  10.972  -0.0129  -0.0084  -0.0019
Si  1.428  1.3306  12.2331  -0.0065  -0.0402  0.0186
Si  4.2306  3.9704  12.3073  -0.01  -0.011  -0.0332
Si  1.3289  6.8025  12.0245  0.0098  -0.0102  -0.0027
Si  4.1605  9.3862  12.1727  -0.0129  0.0172  0.0007
Si  6.859  1.2785  12.2381  -0.0028  -0.0259  -0.0097
Si  9.5305  4.0071  12.2715  -0.0188  -0.0025  -0.0006
Si  6.8171  6.7079  12.429  0.0127  -0.0057  -0.0273
Si  9.5991  9.352  12.3177  -0.0248  0.0154  -0.0244
Si  -0.0618  2.5559  13.6103  0.0109  -0.0263  -0.0261
Si  2.9393  -0.0236  13.4568  0.0015  0.003  0.0154
Si  0.1791  7.9997  13.6727  0.0213  0.0348  0.0282
Si  2.6327  5.3944  13.258  -0.004  -0.0262  -0.0095
Si  5.6653  2.6245  13.7598  0.0076  0.0148  -0.0044
Si  8.105  -0.2098  13.5797  -0.0101  0.0017  -0.008
Si  5.2946  8.0041  13.7385  -0.0381  0.0082  0.0321
Si  8.2884  5.3687  13.7786  -0.0165  0.016  0.0397
Si  1.235  4.1801  14.6138  -0.0026  -0.0078  -0.0218
Si  4.4805  0.9717  14.9235  0.0079  -0.008  -0.0739
Si  1.4221  9.7217  14.7608  0.0055  -0.0408  -0.018
Si  3.7126  6.5766  14.9115  0.0531  0.0637  -0.0649
Si  7.2844  3.7401  15.1768  -0.0137  0.01  -0.1319
Si  9.7779  0.7833  14.844  -0.0845  0.0964  -0.0855
Si  6.5607  9.5569  14.9629  0.0395  -0.0024  -0.0541
Si  10.0265  6.3928  15.0527  0.0022  0.0209  -0.0998
Si  1.0538  11.1887  23.7521  -0.005  -0.0032  0.0809
Si  -11.0227  33.7437  17.4961  -0.0431  -0.0916  -0.0203
Si  8.3296  24.124  23.7072  -0.0029  -0.0395  0.0862
Si  -3.4585  35.1391  20.1608  -0.0025  -0.0081  -0.0504
Si  17.2021  6.1678  23.4966  -0.002  0.0164  0.0744
Si  9.1457  6.8883  24.3972  0.0075  0.0122  0.1199
Si  5.4044  19.7919  22.1414  -0.024  -0.0019  0.0081
Si  9.2111  17.2485  18.0168  -0.0196  0.0111  -0.0951
Si  -36.7728  29.8169  17.5722  0.0109  0.0398  -0.0858
Si  -8.4088  7.0375  17.7616  -0.0157  0.0106  -0.0464
Si  3.1246  37.0267  18.7483  0.0093  0.021  -0.0736
Si  -0.6837  -23.6457  22.2602  0.003  -0.0019  0.0323
Si  -7.1856  -12.0858  24.5646  0.0292  0.0063  0.0643
Si  -1.1018  -6.8953  21.6122  -0.015  -0.0225  0.034
Si  -16.1231  3.3481  22.3911  -0.0076  -0.0129  0.0154
Si  -0.1221  -4.3061  20.7012  -0.0189  0.0136  -0.0319
Si  18.728  10.8596  21.9036  0.0077  0.01  0.0211
Si  -9.1578  -12.0584  17.9177  -0.0131  -0.0064  -0.0344
Si  -13.0929  35.8491  17.6603  -0.0072  0.027  -0.0843
Si  -6.5355  19.7443  19.1303  -0.043  -0.03  -0.0489
Si  5.3806  16.1645  16.9292  0.0365  -0.0515  -0.0791
Si  1.7565  4.5062  21.3521  0.046  0.011  0.0176
Si  24.2585  35.0667  16.6929  0.0265  -0.0093  -0.1078
Si  24.5539  13.6719  23.4417  -0.0147  -0.0159  0.1248
O  7.9988  -3.5024  -8.1405  -0.0211  -0.0057  0.028
O  -8.6532  4.2095  -3.6973  -0.0099  0.0051  -0.0321
O  8.6589  -7.4708  -5.9371  0.0168  0.0324  0.0088
O  -18.0177  18.3027  -7.8774  -0.0019  0.01  0.0275
O  1.0981  12.4941  -9.9668  0.0112  0.016  0.0084
O  0.402  25.3969  -5.4668  -0.0052  -0.0064  -0.0052
O  -10.9597  8.1415  -5.5032  0.0137  -0.0093  0.0079
O  -2.0402  15.6706  -8.6666  -0.0107  -0.0275  0.0322
O  19.3611  7.7976  -1.042  0.0201  -0.0548  -0.0953
O  4.248  -19.1603  -3.8119  0.025  0.0047  -0.0257
O  -10.5784  21.1047  -3.8671  -0.0129  -0.0163  -0.0256
O  6.8314  15.0844  -0.4182  0.0088  0.0153  -0.0341
O  6.0566  3.0041  -5.7167  -0.0176  0.0045  -0.0037
O  7.4444  24.374  -8.0175  -0.0065  -0.0066  0.0366
O  0.0736  11.3892  -1.5151  0.0205  0.0162  -0.128
O  -8.1927  2.9166  18.1936  -0.0026  0.0211  0.0326
O  -11.7547  2.3644  18.1773  0.0082  0.0115  0.011
O  -2.4373  0.8337  23.1395  -0.0034  0.0011  -0.0243
O  9.6532  6.9115  16.5537  -0.0018  -0.012  0.0864
O  -7.536  -2.5183  25.4542  -0.0139  -0.009  -0.0623
O  3.006  13.6339  25.0433  0.0096  -0.0019  -0.1257
O  1.1735  15.1175  26.0601  -0.0025  -0.0023  -0.042
O  -1.2693  11.4317  16.4684  0.0647  -0.0001  0.0771
O  -0.9902  7.9506  23.4406  0.0177  0.0561  -0.0528
O  -12.0216  27.4066  21.5859  -0.0135  -0.0159  0.0061
O  36.8836  -1.6957  23.159  0.0213  -0.0028  -0.0476
O  12.8006  20.7208  16.3129  0.0206  0.0066  0.0807
O  -15.851  6.7696  17.081  0.037  -0.0079  0.027
O  -29.4851  9.9287  18.6826  0.0076  0.01  0.0287
O  -6.1705  21.6178  25.3024  -0.0274  0.0004  -0.0697
O  12.2316  8.1429  18.1295  -0.0177  -0.0146  0.0193
O  5.7935  -1.8574  18.3947  -0.0056  -0.0053  0.0083
O  6.083  -3.3729  22.624  0.0013  0.0053  -0.0186
O  -1.4365  14.2245  23.06  0.0109  0.0147  -0.0432
O  13.0108  16.3981  18.1497  -0.0026  -0.0095  0.032
O  -0.6609  38.5676  25.1155  -0.0202  0.0228  -0.1031
O  8.469  2.9248  16.0303  0.0427  -0.0201  0.0701
O  0.1305  10.6694  14.5717  0.0124  0.0006  -0.0319
O  -5.3548  10.731  15.4719  -0.0216  -0.0032  0.0303
O  24.7661  -6.6846  20.3472  -0.0193  0.0107  0.0314
O  12.2538  16.9334  21.0563  -0.002  -0.0081  -0.0029
O  13.727  7.1909  16.1712  -0.0285  -0.0078  0.0477
O  5.6658  4.9525  22.6348  0.0132  -0.0211  -0.0294
O  17.6309  20.4297  26.3022  0.0179  -0.0112  -0.0248
O  7.2794  -2.0185  16.2686  0.002  -0.0276  0.0661
O  1.2543  9.5258  26.4943  0.0056  0.0053  -0.0139
O  17.3172  10.1492  22.2152  0.0112  0.0152  0.001
O  -11.439  17.3306  19.1567  0.0442  -0.0147  0.0468
O  -8.5147  21.3908  24.2993  -0.0015  0.0196  -0.0437
O  -6.3892  5.3167  15.5852  -0.0032  -0.0402  0.0373
O  -8.5628  3.6465  15.6974  0.0204  -0.0422  0.0488
O  11.1077  5.2075  15.3782  -0.0279  0.0049  0.0356
O  3.7468  12.4003  16.274  -0.0371  0.0096  0.0648
O  6.5374  15.1479  16.5303  -0.0454  0.0397  0.1205
O  -2.3494  24.1398  25.3014  0.0089  -0.0063  -0.0823
O  18.8206  -4.8462  23.7124  -0.0406  -0.0115  -0.0404
O  -3.2063  0.9409  20.616  0.002  -0.0051  0.0048
O  4.695  8.8443  20.6955  0.0218  0.0077  0.0371
O  -6.2666  4.7245  18.2399  -0.0049  0.006  0.0343
O  1.6184  23.4567  23.0861  0.0008  0.0054  -0.06
O  16.4816  17.0426  24.9755  0.0296  0.019  -0.1231
O  -4.0709  -8.1027  23.3601  -0.0115  0.0046  -0.0194
O  19.762  -1.2213  21.6334  -0.0036  0.0056  0.0021
O  0.5538  32.542  18.3898  0.0129  0.0031  0.0051

Results
free energy: -43862.933 eV
free energy less fixed offsets of O -463.61, Si -117.95 eV per atom: -37.893 eV
pressure: 0.29 GPa
stress xx, yy, zz, yz, xz, xy (GPa, positive in tension): -0.41, -0.41, -0.05, -1.54, 0.7, 0.5
